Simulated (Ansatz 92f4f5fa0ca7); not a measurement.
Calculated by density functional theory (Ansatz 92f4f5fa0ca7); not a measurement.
Periodic cell of 226 atoms, Si132O92P2, from a study of silicon, its oxide and their interface. The atomic structure is a simulated model.
Doubt: the cutoff is far below the 930 eV that the study's wrapper takes by default for these files, so forces and energies are approximate.

Settings
functional: PBE
potential files: Ansatz PAW
basis: plane waves
wave-function cutoff: 580 eV
density cutoff ratio: 5
exchange-correlation grid ratio: 1
k mesh: 1 x 1 x 1, Gamma-centred
self-consistency stop: 5e-08 eV per atom in the density residual
occupations: fixed
spin: none
net charge: 0

Cell vectors (angstrom)
a	10.938	0	0
b	0	10.938	0
c	0	0	31.9494

Atoms: element, x, y, z (angstrom)
P	10.6977	-0.0916	24.129
Si	5.0313	0.1787	24.65
Si	2.7524	2.4153	24.687
Si	8.6219	2.3389	24.4561
Si	10.7029	5.6008	24.3243
Si	5.164	5.6487	24.458
Si	2.9576	7.9503	24.4255
Si	8.4285	7.8784	24.4348
P	1.3447	1.2365	26.059
Si	6.8321	1.3325	25.6946
Si	4.0003	4.0785	25.7998
Si	9.7286	3.9578	25.7731
Si	1.3365	6.7873	25.6883
Si	6.8191	6.7446	25.7667
Si	4.0077	9.4906	25.928
Si	9.579	9.515	25.7435
Si	2.709	-0.0802	27.347
Si	8.1863	-0.0242	27.1029
Si	0.1033	2.7309	27.2965
Si	5.4959	2.7511	27.1026
Si	2.682	5.4639	27.1521
Si	8.2206	5.3501	27.1079
Si	0.0508	8.1749	27.1192
Si	5.5214	8.1717	27.1807
Si	4.1508	1.3824	28.5223
Si	9.5564	1.3277	28.5046
Si	1.4327	4.1267	28.6276
Si	6.8364	4.0781	28.5303
Si	4.1013	6.8104	28.4962
Si	9.5669	6.8006	28.4483
Si	1.2986	9.503	28.6381
Si	6.8703	9.5545	28.5399
Si	-0.0295	-0.0013	29.919
Si	5.487	-0.0164	29.8942
Si	2.7749	2.7215	29.9195
Si	8.203	2.719	29.8887
Si	-0.0214	5.4775	29.8977
Si	5.4666	5.4593	29.8855
Si	2.7503	8.1767	29.9087
Si	8.2313	8.18	29.8792
Si	1.3673	1.3673	31.2657
Si	6.8362	1.3673	31.2657
Si	4.1018	4.1018	31.2657
Si	9.5708	4.1018	31.2657
Si	1.3673	6.8362	31.2657
Si	6.8362	6.8362	31.2657
Si	4.1018	9.5708	31.2657
Si	9.5708	9.5708	31.2657
Si	2.7345	0	0.6835
Si	8.2035	0	0.6835
Si	0	2.7345	0.6835
Si	5.469	2.7345	0.6835
Si	2.7345	5.469	0.6835
Si	8.2035	5.469	0.6835
Si	0	8.2035	0.6835
Si	5.469	8.2035	0.6835
Si	4.0967	1.3771	2.065
Si	9.5938	1.3471	2.0419
Si	1.3524	4.1379	2.0546
Si	6.8302	4.1331	2.048
Si	4.0873	6.844	2.0441
Si	9.5727	6.8384	2.0665
Si	1.3628	9.6035	2.0578
Si	6.8328	9.6132	2.0464
Si	0.025	0.0291	3.4798
Si	5.4772	0.0301	3.4567
Si	2.7007	2.7664	3.3984
Si	8.2565	2.7752	3.3264
Si	0.025	5.5135	3.4846
Si	5.4632	5.5221	3.4287
Si	2.7259	8.2339	3.3926
Si	8.2396	8.2909	3.38
Si	1.3664	1.4497	4.8411
Si	6.9051	1.4692	4.7242
Si	4.0505	4.1487	4.7553
Si	9.5916	4.0745	4.7794
Si	1.3579	6.9684	4.8416
Si	6.8342	6.9828	4.7273
Si	4.085	9.568	4.7862
Si	9.6157	9.5718	4.8388
Si	2.757	0.0367	6.133
Si	8.2932	0.1176	6.0895
Si	0.0119	2.7942	6.3029
Si	5.5092	2.8356	6.0642
Si	2.7512	5.5907	6.1355
Si	8.2499	5.595	5.9573
Si	0.0445	8.3029	6.369
Si	5.4949	8.2998	6.2172
Si	4.4224	1.1798	7.3204
Si	9.8075	1.1461	7.6215
Si	1.1752	4.497	7.4967
Si	6.6378	4.5379	7.2427
Si	4.3226	6.7016	7.533
Si	9.7266	6.6093	7.4998
Si	1.2789	9.938	7.6935
Si	6.7178	9.9622	7.4033
O	9.4994	1.0017	23.7824
O	4.092	6.8181	23.9327
O	3.8707	1.2855	24.1965
O	9.5204	6.7185	23.9071
O	-0.0315	5.5366	8.01
O	5.5703	0.1247	7.906
O	0.069	0.0845	8.1427
O	5.5317	5.6077	7.8775
O	7.5884	3.9405	8.43
O	8.7322	7.0412	8.7679
O	2.1766	9.4526	9.0339
O	8.8917	1.6673	8.927
O	7.611	9.4618	8.7021
O	3.6032	1.8153	8.592
O	3.5805	7.2172	8.9386
O	2.0609	4.0041	8.8105
O	8.1702	3.4549	23.316
O	0.4265	4.9693	22.9252
O	1.7874	2.7793	23.404
O	5.8435	4.8851	23.1576
O	5.4189	10.1218	23.3967
O	2.3258	8.6746	23.0632
O	-0.1282	9.7467	22.889
O	7.6828	8.6065	23.1433
Si	8.6455	7.6785	18.4199
Si	8.7839	6.3543	13.6377
Si	3.7889	1.5252	14.7258
Si	2.1406	5.7033	17.6291
Si	2.4156	3.1154	19.5458
Si	9.8096	9.0295	12.0876
Si	1.2351	9.2911	22.0252
Si	9.1701	0.968	13.2078
Si	1.4141	5.0462	13.0196
Si	1.79	8.2443	12.8135
Si	6.5971	9.5896	22.419
Si	4.534	4.5783	15.7012
Si	8.2029	3.0076	9.5857
Si	0.8379	8.2091	19.2013
Si	6.9454	1.3507	21.0848
Si	8.2232	8.3082	9.6753
Si	10.878	5.1719	15.5996
Si	7.5596	9.4902	16.3112
Si	9.9175	2.0691	20.309
Si	3.2122	8.5042	9.9115
Si	6.6863	3.3355	17.4114
Si	1.1173	0.1865	19.8205
Si	3.2281	2.8085	12.2971
Si	7.1995	5.3861	19.6837
Si	5.745	8.6606	11.5441
Si	5.7835	6.0663	13.2025
Si	4.6282	9.7003	17.6185
Si	0.9989	3.5876	22.2301
Si	4.8897	1.4743	18.7974
Si	3.1905	3.075	9.5165
Si	6.4494	10.8138	13.7847
Si	10.3429	0.1081	15.982
Si	5.6571	3.6481	11.1585
Si	9.8381	3.8968	11.9032
Si	2.3367	9.915	15.5419
Si	6.0734	8.1189	19.793
Si	6.931	3.9541	22.3775
Si	9.7487	2.7595	17.3812
O	7.193	6.371	13.9774
O	1.9011	7.0496	18.6241
O	10.2685	4.0002	16.5067
O	6.1591	9.9585	17.0464
O	10.1378	0.716	14.4874
O	8.4303	6.1008	18.8526
O	5.1628	0.6698	14.4239
O	5.6941	2.0532	17.5121
O	8.3306	1.978	20.5559
O	1.9886	4.2905	18.4736
O	6.9596	2.792	10.6458
O	4.8643	2.7005	12.2235
O	6.0408	4.3768	16.3319
O	4.5582	3.9104	9.9424
O	10.6783	2.7667	21.5757
O	9.7201	6.1479	14.9742
O	5.9958	6.484	19.8389
O	4.0728	0.1609	18.2813
O	9.2611	10.5531	12.2908
O	2.8482	4.352	12.7054
O	1.7957	10.6351	21.2494
O	3.9897	2.7037	19.3992
O	0.7236	10.0331	15.9617
O	1.2436	9.7914	18.8391
O	1.7096	1.6353	19.3266
O	8.935	10.372	16.5008
O	4.8712	8.577	18.7838
O	9.563	8.7568	10.4955
O	6.72	4.0814	18.8564
O	2.8315	1.7095	13.4028
O	5.8184	8.7673	21.256
O	2.5363	2.4398	10.8742
O	7.5912	4.8463	21.1746
O	5.2075	7.473	12.5587
O	0.4296	9.0605	12.4987
O	7.5755	1.0576	13.5789
O	7.1062	9.6286	14.7389
O	8.9788	5.0314	12.6965
O	8.0688	8.0197	16.8967
O	6.1932	2.5592	21.91
O	2.4529	9.058	14.1081
O	0.4212	4.4886	11.8495
O	0.8346	8.1854	20.8662
O	9.378	3.8245	10.3498
O	9.6544	2.3861	12.5384
O	7.6206	8.55	19.3824
O	2.5478	8.1575	11.3652
O	3.9825	3.0421	15.3633
O	0.8161	4.4659	14.4211
O	10.0599	3.0083	18.9683
O	9.142	7.8029	12.9569
O	10.4674	0.5403	20.0633
O	6.0279	5.0343	11.9379
O	8.1458	2.7175	17.0465
O	3.535	5.4258	16.7377
O	4.6625	9.1237	10.3879
O	1.5252	6.6663	13.1843
O	4.7566	5.4841	14.3461
O	2.0791	3.7769	21.0088
O	10.5433	1.3873	16.9799
O	0.9485	6.0094	16.5554
O	7.3453	10.9407	21.8994
O	5.938	0.9107	19.9013
O	6.0717	10.0224	12.3986
O	2.8401	0.5373	15.5991
O	7.0484	8.001	10.7787
O	10.2397	7.9863	18.6328
O	3.439	9.1911	16.5748

Results
free energy: -137746.649 eV
free energy less fixed offsets of O -568.88, P -755.39, Si -635.61 eV per atom: 1.611 eV

Forces (eV/angstrom), in the order of the atoms: element, x, y, z
P	0.7294	0.0205	0.2325
Si	-0.0975	-0.045	0.0301
Si	-0.1701	-0.7129	0.126
Si	0.079	-0.5129	0.0329
Si	-0.1672	0.1373	-0.0185
Si	-0.03	-0.0442	0.0548
Si	0.035	0.0228	-0.245
Si	0.0009	0.1283	0.1569
P	0.1477	0.5574	0.3957
Si	-0.012	0.1449	-0.0074
Si	0.0907	0.0303	-0.1614
Si	-0.0405	-0.0184	0.1821
Si	0.027	-0.0624	0.0093
Si	0.0886	0.038	-0.0362
Si	-0.1033	-0.0282	0.1703
Si	-0.2339	-0.1437	-0.0066
Si	-0.2007	0.3438	0.0374
Si	0.0346	-0.3656	-0.0481
Si	0.5286	-0.174	-0.0063
Si	0.0386	-0.0562	-0.0067
Si	-0.0851	-0.0221	0.0241
Si	0.0292	-0.0766	-0.1281
Si	-0.2772	0.2079	-0.0666
Si	0.0009	0.0094	-0.0115
Si	-0.0278	-0.314	0.0218
Si	-0.0147	0.2614	0.0365
Si	-0.3999	-0.0053	-0.1183
Si	0.04	-0.0015	-0.0404
Si	0.0353	0.1315	0.0845
Si	0.0567	-0.0041	0.0602
Si	0.2389	0.0915	-0.2781
Si	-0.0249	0.1098	-0.075
Si	-0.0452	0.0293	0.0549
Si	0.0501	0.1321	0.0439
Si	0.0153	-0.0994	-0.0364
Si	0.0433	-0.0572	0.0232
Si	0.1561	0.103	0.0427
Si	-0.0038	0.0098	0.0261
Si	0.0518	-0.0838	0.0568
Si	0.0192	-0.0838	-0.0505
Si	0.1029	0.0396	-0.0592
Si	0.0983	-0.0515	0.0511
Si	0.1799	-0.0166	0.1629
Si	-0.1253	-0.1128	-0.0727
Si	-0.0494	-0.0415	0.0943
Si	0.0818	0.0068	-0.1666
Si	0.0305	-0.0287	-0.032
Si	-0.1637	-0.1892	0.1388
Si	0.0315	0.0552	0.0247
Si	-0.0221	0.1119	-0.1221
Si	0.0566	0.1202	0.0321
Si	0.0214	0.1094	0.1263
Si	-0.0649	0.0032	-0.081
Si	0.0033	0.1043	-0.0022
Si	0.1084	0.1214	0.1737
Si	0.0443	0.1415	0.0945
Si	-0.0146	0.0154	-0.0035
Si	0.0788	-0.0745	-0.0256
Si	-0.068	0.0193	0.0003
Si	-0.1008	0.0325	-0.0549
Si	0.0104	0.029	-0.0213
Si	0.0269	0.0054	-0.0111
Si	-0.1178	-0.0037	-0.0383
Si	-0.1066	0.0058	-0.0081
Si	0.0154	0.015	-0.0682
Si	0.0218	0.0274	-0.0692
Si	0.111	-0.0146	0.0365
Si	-0.0791	-0.0233	0.1755
Si	-0.0426	-0.0222	-0.1068
Si	0.0643	-0.0437	-0.0084
Si	0.045	0.0033	0.0444
Si	-0.0307	-0.1392	0.0651
Si	0.0299	0.0241	0.0619
Si	0.0584	0.0578	-0.0379
Si	-0.0122	-0.0255	-0.018
Si	0.0104	-0.0073	-0.0009
Si	0.0616	0.0291	0.0264
Si	0.0393	0.0666	-0.0285
Si	-0.0033	-0.0346	0.0064
Si	0.0097	0.0254	0.0374
Si	-0.0312	-0.0108	-0.0135
Si	-0.0066	0.0049	-0.0122
Si	-0.0101	-0.007	-0.0028
Si	0.0029	0.0093	-0.0231
Si	-0.0177	-0.015	-0.0137
Si	-0.0022	0.0039	-0.019
Si	-0.0154	-0.012	-0.0031
Si	0.0027	-0.0084	-0.0141
Si	0.0192	-0.0158	0.0265
Si	0.0175	-0.0069	-0.0137
Si	-0.0116	0.0254	0.024
Si	-0.0182	-0.0132	-0.0044
Si	0.0101	-0.006	0.0242
Si	0.0204	-0.0138	0.012
Si	-0.0039	0.0265	0.0386
Si	-0.0182	0.0004	0.0245
O	-0.8137	0.9112	0.1274
O	-0.0022	0.0616	0.004
O	0.1895	0.0054	-0.112
O	0.0986	-0.094	-0.0027
O	0.0092	0.0123	-0.0027
O	-0.0045	0.002	-0.0106
O	0.0068	-0.0029	-0.0071
O	-0.0157	0.0156	-0.0016
O	0.0021	0.0107	-0.0027
O	-0.0069	0.0013	-0.0135
O	-0.0049	-0.0008	-0.0184
O	-0.0089	0.0082	0.0053
O	0.0057	0.0023	-0.0001
O	-0.0029	0.0086	0.0096
O	-0.0086	0.0116	0.0142
O	0.0039	-0.0015	-0.0074
O	0.0877	-0.0947	0.0309
O	0.0556	-0.0288	-0.0897
O	0.0005	-0.0221	0.1362
O	0.0698	-0.0376	-0.0572
O	-0.0469	0.1003	0.0131
O	0.1232	-0.0902	0.1029
O	-0.3156	-0.5448	-0.7776
O	-0.0318	0.0357	-0.0493
Si	0.0161	0.0156	0.0241
Si	-0.0043	0.0003	-0.0178
Si	-0.0003	-0.0054	-0.0129
Si	0.0005	0.0106	0.0063
Si	-0.023	-0.0035	-0.0509
Si	0.0008	-0.0041	-0.0156
Si	-0.3099	0.0535	0.179
Si	-0.0008	-0.0021	-0.0176
Si	0.003	-0.0027	-0.0175
Si	0.0036	-0.0031	-0.0195
Si	0.1291	-0.1478	0.0867
Si	-0.0128	0	-0.0071
Si	-0.0029	-0.006	-0.0138
Si	0.009	-0.0284	0.1172
Si	-0.0221	-0.0418	-0.0334
Si	-0.0063	0.0041	-0.0161
Si	0.0029	0.0056	0.0013
Si	-0.0061	-0.0084	-0.0078
Si	-0.0183	-0.0355	-0.1006
Si	0.0103	-0.0088	-0.0261
Si	-0.0007	0.0032	-0.0051
Si	0.0042	-0.0819	0.0416
Si	0.0039	-0.0069	-0.0226
Si	-0.0045	0.0228	0.0042
Si	0.0002	0.0014	-0.0229
Si	0.0019	-0.0004	-0.0179
Si	-0.0107	-0.0176	0.004
Si	-0.0305	0.1021	-0.0899
Si	-0.0169	-0.0083	-0.0084
Si	0.0112	0.0052	-0.0221
Si	-0.0006	-0.0043	-0.0161
Si	0.0093	-0.007	-0.0058
Si	0.0008	0.0006	-0.0211
Si	-0.0012	-0.0011	-0.018
Si	0.0014	-0.0035	-0.007
Si	-0.0028	0.0136	0.0618
Si	-0.0995	0.091	0.002
Si	0.0095	-0.0048	0.0038
O	0.0028	-0.0022	0.0037
O	0.0066	-0.0199	-0.0278
O	-0.0004	-0.0082	0.001
O	0.0005	0.0015	-0.0043
O	0.0014	-0.0003	0.0087
O	-0.0025	-0.0096	-0.0096
O	-0.0008	-0.0013	0.0036
O	-0.0035	-0.0021	0.0014
O	0.0142	0.017	-0.0048
O	0	-0.0139	0.0043
O	-0.0018	0.0015	0.0045
O	-0.0027	-0.0039	0.0065
O	0.0083	-0.0107	0.0051
O	0.0027	0.0005	0.0064
O	0.0735	0.0138	0.066
O	0.0058	-0.0089	0.0054
O	0.0006	-0.0146	-0.014
O	0.0099	0.006	0.0018
O	0.0016	-0.001	0.0053
O	-0.0024	0.001	0.0076
O	0.0132	0.0757	-0.0389
O	0.0161	-0.0053	0.0083
O	-0.0041	-0.0004	-0.0049
O	0.0059	0.0083	-0.0261
O	0.0012	0.0065	0.0116
O	0.0005	-0.0006	-0.0021
O	0.003	-0.0035	-0.0149
O	0.003	0.0003	0.0119
O	-0.0019	-0.0132	-0.0031
O	0.0023	-0.0041	0.0034
O	-0.0386	-0.0123	-0.0606
O	0.0014	-0.0013	0.0088
O	0.0007	-0.0139	-0.0216
O	0.0008	-0.0044	0.009
O	0.0026	-0.0014	0.003
O	0.001	-0.0021	0.0035
O	0.0027	-0.0025	0.0067
O	-0.0017	0.0029	0.0078
O	-0.0069	-0.0074	-0.0018
O	0.0123	0.0065	0.0155
O	0.0025	0.0018	0.0039
O	0.0014	0.0003	0.0071
O	0.0245	-0.0939	-0.1576
O	0.0044	0.0044	0.0085
O	0.0005	-0.0035	0.0044
O	0.0103	-0.0128	-0.0211
O	-0.0083	-0.0013	0.0168
O	0.0025	-0.0011	0.0031
O	-0.0065	-0.0031	0.009
O	-0.0101	0.0014	-0.0001
O	-0.0005	-0.0047	0.0065
O	-0.0037	0.0345	0.0227
O	-0.0001	0.0058	0.0116
O	-0.0088	-0.0046	0.001
O	0.0022	0.0044	-0.0043
O	0.0048	-0.0009	0.0132
O	0	-0.0048	0.0039
O	-0.0001	-0.0049	0.0077
O	-0.0123	0.006	0.0047
O	-0.0034	0.004	-0.0035
O	-0.0094	-0.0125	-0.0058
O	0.0054	0.0624	-0.022
O	-0.0025	-0.004	0.0047
O	0.0038	0.006	0.0081
O	-0.0011	-0.0022	0.0013
O	-0.0067	-0.0011	0.0041
O	-0.033	-0.0123	-0.0273
O	0.0017	-0.0019	-0.0022

The program warned: the cutoff lies below the one the program advises for these potential files; the exchange-correlation potential is rough where the density is thin.
